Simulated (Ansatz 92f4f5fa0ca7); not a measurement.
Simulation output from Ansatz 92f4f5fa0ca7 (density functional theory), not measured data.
Periodic cell of 148 atoms, Si92O56, from a study of silicon, its oxide and their interface. The atomic structure is a simulated model.

Settings
functional: r2SCAN
potential files: Ansatz norm-conserving
basis: plane waves
wave-function cutoff: 1300 eV
density cutoff ratio: 4
exchange-correlation grid ratio: 1
k mesh: 2 x 2 x 1, shifted by 0.5 0.5 0.5 of a step
self-consistency stop: 5e-08 eV per atom in the density residual
occupations: Fermi-Dirac, 0.05 eV
spin: none
net charge: 0

Cell vectors (angstrom)
a, 10.9364, -0.1063, 0.0739
b, -0.1063, 11.0141, 0.0364
c, 0.1491, 0.0735, 22.06

Atoms and the computed forces on them: element, x, y, z (angstrom), force x, y, z (eV/angstrom)
Si, 0.0569, 0.2474, 0.0371, -1.4809, 4.1619, -0.8433
Si, 3.1743, 2.578, 0.1217, 1.7567, 0.2371, -2.9292
Si, -0.0624, 6.1034, -0.2512, 1.4334, -2.5078, -0.8559
Si, 2.9723, 7.5707, -0.2579, 1.0113, 2.5642, 0.3329
Si, 5.4084, 0.3965, -0.0151, -0.4682, -0.0969, 1.0793
Si, 8.6699, 2.5415, 0.1901, 1.7844, -0.5794, 1.8512
Si, 5.6862, 5.823, 0.2514, -2.0287, -1.5462, -1.8941
Si, 8.356, 7.8535, 0.0445, 0.4974, 0.3309, 0.5255
Si, 1.7971, 1.7533, 1.5427, -2.7606, -2.8286, 1.7195
Si, 4.5882, 4.051, 1.4639, -2.0117, 1.231, -2.1434
Si, 1.294, 7.0849, 1.3762, 0.8024, -0.1457, -1.8076
Si, 3.991, 9.7615, 1.0835, 0.8644, -1.697, -0.9574
Si, 6.9009, 1.5088, 1.4472, 0.0849, 0.7714, 0.7495
Si, 9.9753, 4.4549, 1.3022, -1.857, -2.8154, 0.3958
Si, 7.0856, 6.839, 1.6994, -0.3749, 1.7253, -0.837
Si, 9.5303, 9.5238, 1.1443, 0.4911, 0.0284, 1.53
Si, -0.0459, 2.793, 2.8826, 1.2967, 0.618, -0.8731
Si, 3.2003, 0.0711, 2.6337, -1.4064, 1.3218, 2.0042
Si, 0.0694, 8.526, 2.7461, -0.1122, 0.0964, 0.8885
Si, 2.7185, 5.5, 2.2775, 0.7894, -0.6709, 2.2743
Si, 5.7292, 3.1138, 3.0797, 0.4731, -3.0518, -0.9511
Si, 8.2722, -0.1786, 2.6528, 0.1751, 0.6771, -0.1092
Si, 5.5078, 8.562, 2.5017, -0.2749, -1.6372, 0.7529
Si, 8.4127, 5.4126, 2.7763, 0.8703, -0.123, 1.4225
Si, 1.4933, 4.2761, 4.049, 0.5275, -1.1541, -0.9282
Si, 4.6286, 1.3831, 4.1615, -0.7774, -1.1105, 0.1755
Si, 1.5671, 9.8452, 4.4586, -1.5313, 1.5645, -3.456
Si, 4.1311, 6.9511, 3.8577, -0.5706, 0.5877, -1.21
Si, 6.9277, 4.392, 4.3855, 0.5465, 1.1488, -0.0566
Si, 9.5623, 1.0292, 4.2912, 0.2815, 1.2845, -1.3953
Si, 6.8287, 9.567, 4.1314, 0.4638, -0.6043, -0.2084
Si, 9.8466, 6.6882, 4.2167, -2.0784, 2.2932, -1.2048
Si, 0.1621, 0.1083, 5.7309, -0.948, -1.2568, -0.2829
Si, 3.0434, 2.756, 5.2455, -1.8134, 0.0545, 0.0675
Si, 0.2568, 5.6296, 5.4486, 1.0784, -0.3935, 0.8836
Si, 2.9056, 8.3857, 5.3204, 0.5995, -1.9667, 0.5886
Si, 5.8188, -0.257, 5.6926, -1.4634, 1.0101, -0.963
Si, 8.2779, 2.792, 5.3082, -0.0056, -1.3906, 1.2016
Si, 5.139, 5.6996, 5.5231, 2.1124, -0.8072, 0.5529
Si, 8.0853, 8.1384, 5.5759, 1.1154, -0.7637, -0.4475
Si, 1.5662, 1.5659, 6.7871, 1.0219, -0.6788, -0.0005
Si, 4.0022, 4.0861, 6.8201, 0.679, 0.0871, 0.1948
Si, 1.6478, 7.0558, 6.7466, -2.0317, -0.3532, 0.9793
Si, 4.15, 9.3474, 6.9603, 0.9215, 1.6655, -0.6708
Si, 6.9291, 1.3506, 6.8589, 0.4142, -0.1253, -0.0008
Si, 9.7471, 4.0376, 6.5939, -0.82, 0.7433, 0.5257
Si, 6.7058, 6.7672, 7.0525, 1.3059, -1.1687, -1.8237
Si, 9.4192, 9.4142, 7.0698, -0.1356, 0.4996, 0.2347
Si, -0.0305, 2.8058, 7.9271, -0.1432, -1.0432, 0.9182
Si, 2.9774, -0.109, 8.0982, -2.2157, 0.5178, 1.4733
Si, -0.3326, 7.9673, 8.456, 1.8597, 1.9908, -1.6409
Si, 2.8474, 5.6576, 8.1446, 0.0322, -0.2029, 0.9309
Si, 5.2887, 2.4429, 8.0455, -1.9467, -0.0751, -0.4136
Si, 7.9889, -0.0984, 8.4079, 1.5061, -0.7085, -1.703
Si, 5.5747, 8.1843, 8.283, -0.5697, 1.352, 1.6597
Si, 8.1877, 5.1427, 8.136, 0.0318, -0.2768, -0.5766
Si, 1.197, 4.2377, 9.1882, 0.5604, 0.8966, 1.1298
Si, 3.8554, 1.3147, 9.8296, -0.1252, 1.0043, -1.4563
Si, 1.0496, 9.6286, 9.7333, 0.3645, -0.5776, -0.0772
Si, 4.1218, 7.2473, 9.7634, -0.8128, -2.1273, -0.271
Si, 6.6914, 3.635, 9.1573, 0.6174, 2.3479, 2.298
Si, 9.5576, 1.1444, 9.4019, -0.6501, 1.7214, 0.5354
Si, 6.6196, 9.6406, 9.8537, -0.9761, -0.9911, 0.497
Si, 9.2559, 6.4906, 9.7358, -0.7034, 0.9848, -0.1852
Si, -0.0004, 0.3866, 10.875, 0.5161, 0.501, 2.7107
Si, 2.1913, 2.8741, 10.8465, -1.3844, -2.4849, -0.1443
Si, 0.094, 5.6712, 10.7217, 1.34, -1.5667, 1.7818
Si, 2.3249, 8.0969, 11.1275, -0.3098, -1.1007, -0.2056
Si, 5.3725, 0.2145, 11.1025, 0.9648, -1.2169, 2.4817
Si, 7.6136, 2.0742, 10.7075, 2.2273, 2.8607, 0.1939
Si, 5.5731, 5.5995, 10.6789, 2.3852, 0.7005, -2.0341
Si, 7.6949, 7.8215, 11.0515, 1.113, -0.6689, -1.1976
Si, 2.7389, -2.346, 15.8559, 0.4261, 1.1371, 0.5858
Si, 4.8919, 2.7534, 15.5012, -2.4822, 0.7858, -2.6648
Si, 4.2413, 9.5012, 13.3544, -0.9043, -5.0298, -0.9406
Si, 9.4289, 3.5805, 12.7367, -1.4741, 2.3553, -1.5954
Si, 7.1955, 4.1734, 17.0002, -1.9563, 0.2457, -3.9013
Si, 10.7702, 9.8927, 15.5793, -2.4304, 3.2559, 3.1351
Si, -2.6413, -5.4777, 14.6981, 1.3406, 0.8621, -7.7475
Si, 3.4788, -6.7594, 17.5963, 0.7225, -0.8079, 1.9356
Si, 9.9435, 0.9996, 13.8547, -2.7293, -0.6797, -0.5722
Si, 3.9409, 4.235, 12.9105, 1.1027, -3.4276, 2.1621
Si, 12.3011, 3.7449, 19.9228, 1.4883, 2.7313, -0.3051
Si, 6.2867, -3.6057, 14.3475, -1.5424, 1.7234, -0.7237
Si, 5.5204, 5.3398, 19.1579, -2.922, 1.614, 3.7436
Si, 8.8831, 8.0521, 13.9376, -0.9273, -0.0293, -0.3014
Si, -1.0316, 1.9427, 19.6513, 2.0307, -3.8212, 1.3274
Si, 8.7531, -0.2693, 17.6919, 1.9197, 0.4364, -3.3216
Si, 6.8194, -1.3274, 19.9626, 1.8526, -1.3182, -0.6483
Si, 15.0281, -2.9344, 18.9378, 1.8125, 0.3509, 0.9728
Si, 7.3756, 1.4483, 15.7423, 2.5637, -0.554, -1.0745
Si, 14.7762, 6.111, 15.4618, -1.6279, -0.1131, 1.6272
O, -0.237, 0.5845, -1.6085, -0.7948, 0.4676, 0.1786
O, 3.2023, -2.4031, -4.5575, -0.4473, -0.4706, -1.6841
O, 4.0532, 1.217, -0.4912, 0.0022, 1.7898, -0.0979
O, 2.3191, 3.219, -1.1923, 0.6649, -0.7022, 0.9346
O, 4.713, 6.7353, -3.1572, 0.1236, -0.0611, -0.6718
O, 2.7562, 8.018, -1.8736, 0.9911, -0.3614, 0.0606
O, 4.3727, 6.7927, -0.0102, -0.7085, 0.4544, -0.1199
O, 7.3715, -2.5159, -0.9945, -0.8881, 0.5922, -2.2302
O, 6.5376, -0.1088, -1.1058, -0.7787, -0.0815, -1.2343
O, 8.5808, 2.3601, -1.4358, -0.5915, 0.5475, -0.0671
O, 9.9254, 1.4843, 0.6372, -0.1948, -0.5208, -0.2921
O, 5.8174, 5.3242, -1.3417, 1.2857, -0.1836, 0.7867
O, 7.8936, -1.1754, -3.2917, -3.5902, -2.3137, 4.0075
O, 9.6276, 6.9392, -0.5261, -1.1517, 0.5227, -1.1953
O, 9.0767, 1.0102, -3.5767, 0.4398, 0.4002, -0.8779
O, -0.8717, 0.1734, 12.4022, 0.753, -0.2232, -0.6783
O, 1.0977, 1.5981, 11.2834, 0.7459, 0.6826, -0.875
O, 2.5872, 3.5811, 12.266, 0.6316, 1.2002, -0.4561
O, 2.0532, -6.8762, 18.2958, -0.2724, 0.128, 0.3447
O, -0.4231, 4.7621, 12.0794, -0.0403, 0.7582, -1.6008
O, 1.5351, 6.4887, 11.1303, -0.6434, 2.073, 0.6799
O, 2.8897, 8.674, 12.5853, 0.8323, 0.7419, -0.9355
O, 4.9384, -0.1769, 12.7867, -0.1674, 1.2902, -3.0513
O, 6.6892, 1.0744, 11.5713, -0.1983, 0.1371, -0.5781
O, 8.0888, 3.2119, 11.863, 1.2421, -0.6701, -0.8301
O, 5.056, 4.6548, 11.8138, -2.1266, -1.6764, 2.3298
O, 5.8155, 1.4373, 15.3862, -0.7839, 0.0742, 0.9347
O, 5.8806, 3.9396, 15.8281, 2.3754, 2.4744, 2.3889
O, 8.7054, 8.3242, 12.2255, 0.2735, -0.606, 3.6132
O, 2.5796, -3.9046, 15.2563, -0.1149, 2.1723, 0.6376
O, 9.4448, -4.4306, 14.4735, -1.3282, 0.2708, -1.1977
O, 4.3326, 2.8963, 13.9027, 0.3998, 0.9828, 0.9208
O, 6.7688, 5.9536, 13.9686, 1.4328, 0.0419, 1.7851
O, 3.635, 9.4944, 14.8138, -0.9295, -0.1032, 2.6774
O, 5.4836, 8.3295, 13.1568, -1.436, -0.236, 1.1094
O, 8.0968, 5.3465, 16.3006, -1.2318, -0.8924, 5.3403
O, 8.766, 4.1238, 14.0533, -1.6812, 2.0297, 2.5181
O, 7.8909, 2.8121, 16.638, 0.2057, -2.8802, 0.3159
O, 10.2536, 2.4078, 13.2689, 2.9887, -0.7582, 0.2701
O, 9.9173, 9.8973, 17.0113, -1.3525, 1.4045, 0.459
O, 19.1394, 12.2488, 14.5039, 1.6263, -0.8425, -0.0044
O, 5.4141, -1.7903, 19.2574, -0.3158, 0.1178, 0.4431
O, -0.0288, 0.6011, 14.9793, -0.5897, -1.6611, -0.5714
O, 3.816, -5.3661, 16.8861, -0.6071, -0.8445, -1.6974
O, 0.1306, 3.0077, 19.4495, -2.1282, -1.2439, -0.5822
O, 0.8104, 5.2747, 20.4718, -0.9788, 1.6917, 2.0028
O, -0.9116, 8.9929, 14.598, -0.2586, 0.1099, -2.3835
O, 7.5496, 11.0311, 16.4743, 1.2777, 0.6638, 2.5286
O, 15.4106, -6.8757, 19.0044, -0.6248, -0.3158, -1.0752
O, 5.1417, -3.7804, 15.5785, 3.0491, 0.8037, -1.7239
O, 1.3542, -1.4081, 15.9205, 4.6315, -2.5913, 0.1359
O, 6.8076, -6.2982, 18.3433, 2.7496, -0.4425, -1.128
O, 4.0386, 5.3399, 14.0816, -1.3188, 0.8201, -0.2613
O, 3.6788, 3.0192, 16.6405, 0.7704, -1.2702, -1.3555
O, 7.413, 8.4226, 14.6652, 1.667, -0.7092, 0.0158
O, 6.9056, 6.414, 11.3657, -1.2774, 0.4337, -0.4474

Results
free energy: -36810.943 eV
free energy less fixed offsets of O -463.61, Si -117.95 eV per atom: 2.617 eV
pressure: -2.43 GPa
stress xx, yy, zz, yz, xz, xy (GPa, positive in tension): 2.36, 1.2, 3.72, 0.53, -0.72, -1.09
